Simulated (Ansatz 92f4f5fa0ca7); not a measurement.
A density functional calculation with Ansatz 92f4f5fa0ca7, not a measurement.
Periodic cell of 174 atoms, Si99O75, from a study of silicon, its oxide and their interface. The atomic structure is a simulated model.

Settings: functional r2SCAN; potential files Ansatz norm-conserving; basis plane waves; wave-function cutoff 1300 eV; density cutoff ratio 4; exchange-correlation grid ratio 1; k mesh 2 x 2 x 1, shifted by 0.5 0.5 0.5 of a step; self-consistency stop 5e-08 eV per atom in the density residual; occupations Fermi-Dirac, 0.05 eV; spin none; net charge 0.

Cell vectors (angstrom)
a 11.5403 0 0
b 0 11.5403 0
c -4.2893 -0.5471 22.4164

Atoms: element, x, y, z (angstrom)
Si 7.5465 2.1932 1.0144
Si 7.2704 4.6174 0.9289
Si 13.1191 9.0807 2.5421
Si -0.3991 -0.1722 -0.7528
Si 1.6467 5.2513 2.4675
Si -0.4934 6.9318 -0.871
Si 3.6511 2.5941 0.7298
Si 3.5584 5.113 1.1048
Si -1.3149 9.0343 1.0521
Si 1.8498 1.7504 2.2026
Si -0.2758 4.668 1.1756
Si 3.7281 8.2303 0.3032
Si 5.4882 1.6632 2.0808
Si 5.4933 5.199 2.4166
Si 5.9287 9.0595 2.2462
Si 9.3314 1.6404 2.4261
Si 9.2123 5.2623 2.249
Si 8.4174 9.1301 2.449
Si 1.7951 3.3882 3.8736
Si 1.6019 7.169 3.823
Si 1.6984 11.2326 3.4608
Si 5.4688 3.3388 3.8157
Si 5.475 7.2003 3.706
Si 5.4604 11.13 3.3807
Si 9.223 3.4782 3.8583
Si 9.1124 7.1985 3.658
Si 9.2059 11.0905 3.5493
Si -0.2726 3.3566 4.9743
Si -0.4224 7.2387 4.9774
Si -0.2967 11.0516 4.7801
Si 3.6719 3.3771 5.3402
Si 3.5359 7.201 5.1586
Si 3.5832 11.2456 4.8703
Si 7.2854 3.403 5.3135
Si 7.2958 7.0924 5.1851
Si 7.3203 11.0999 4.9355
Si -0.1945 1.3658 6.2035
Si -0.4296 5.282 6.2652
Si -0.3767 9.2016 6.3138
Si 3.7371 1.3776 6.6233
Si 3.5561 5.3255 6.684
Si 3.5559 9.3557 6.2379
Si 7.3087 1.3407 6.4465
Si 7.2066 5.3355 6.7591
Si 7.3203 9.1284 6.3929
Si 1.6431 1.4246 7.7151
Si 1.4191 5.1474 7.638
Si 1.6136 9.4942 7.5688
Si 5.6566 0.5735 8.0399
Si 5.3087 5.6197 8.231
Si 5.3928 9.6319 7.6843
Si 9.4103 1.4444 7.4555
Si 9.3306 5.3238 7.7945
Si 9.2712 9.1727 7.7976
Si 4.7133 7.8143 9.1494
Si 0.6925 6.5895 9.3035
Si 1.3094 -0.292 9.1899
Si 6.2984 4.2148 10.8306
Si 10.6051 1.8049 15.6469
Si 7.2374 0.7037 9.9361
Si 9.8724 3.3081 8.8077
Si 9.9194 7.2352 9.131
Si 9.0723 -0.3076 8.8788
Si 10.8285 -0.3788 10.2989
Si 2.3477 8.1679 9.3098
Si 0.854 3.2659 8.9285
Si 6.7515 3.8064 15.9422
Si 5.8216 2.5226 13.2532
Si 4.5146 7.9984 11.5116
Si 7.0424 1.6856 23.6597
Si 9.7862 6.7844 11.507
Si 2.2631 -1.9971 11.2344
Si 5.0855 0.2447 14.7567
Si 7.1839 -0.0411 12.8018
Si 9.6823 4.4087 11.9461
Si 11.6255 -2.4997 12.1328
Si 1.1002 4.3735 11.57
Si 8.8543 0.5937 17.8964
Si 2.1257 0.2338 18.7436
Si 8.262 2.9229 10.494
Si 2.9852 5.942 13.3003
Si 8.9097 8.584 20.7825
Si 1.698 7.5105 15.6384
Si 9.4747 4.5022 14.9294
Si 4.4463 0.618 20.7243
Si 5.5422 8.2492 17.3109
Si 2.7365 5.1607 20.3114
Si 4.7053 3.2072 19.2769
Si -0.4465 1.2492 19.9464
Si 10.2766 11.3561 13.1911
Si 1.0473 5.6667 17.9037
Si 6.9795 6.8474 12.5755
Si 5.4519 6.0602 19.6797
Si 6.2903 1.8994 17.1301
Si 5.507 6.1705 15.121
Si 0.9415 2.607 17.8148
Si 8.5372 -2.5046 17.6899
Si 10.5008 7.0295 16.3552
Si 3.2568 -1.519 16.5352
O -1.2536 -1.0984 0.2587
O -1.5218 7.71 0.1382
O 11.6619 8.9072 1.8107
O 2.7714 8.8594 1.4502
O 5.2382 8.7587 0.7157
O 5.3673 4.5077 9.5167
O 5.397 3.3269 11.9115
O 2.2163 4.6289 12.7285
O 3.6795 -2.2102 12.0407
O 6.8167 -0.299 11.2355
O 5.2198 7.5826 15.864
O 5.855 5.123 16.3204
O 7.1273 1.587 12.9713
O 2.2905 -0.4706 10.5699
O 0.8109 5.7449 10.743
O 0.1444 7.9478 15.7509
O 1.1675 4.1341 17.3625
O 3.6497 6.5895 0.2235
O 5.5962 7.1299 18.4662
O -0.4704 6.2429 17.6848
O 0.8197 7.865 -1.0843
O 5.7173 4.4848 19.2167
O 4.9304 2.1662 20.5019
O 2.1578 -0.8214 17.5073
O 3.185 8.9491 -1.083
O -0.6181 1.4888 21.5371
O 6.678 5.6423 11.5327
O 3.9064 6.2705 20.1946
O 2.5608 8.8509 15.6911
O -0.0291 2.6194 19.1374
O 9.6891 0.7869 19.2737
O 8.9768 -0.9654 17.4684
O -0.3124 3.8714 12.2117
O 9.3429 1.4456 16.5997
O 5.9607 0.7468 16.029
O 8.6774 -0.5226 13.2082
O 3.5651 6.7433 12.0036
O 11.1428 9.9892 13.3835
O 1.5858 3.2789 10.4508
O 8.4487 7.4211 12.2549
O 8.9397 8.5376 19.1673
O 6.2945 3.5432 14.3985
O 3.809 -0.5122 15.3777
O 6.0664 -0.6746 13.8161
O 6.9697 -2.5451 17.3434
O 0.0194 1.2486 -0.0962
O 8.2994 4.2646 16.0071
O 4.2288 5.6105 14.2948
O 3.4083 -0.0187 19.661
O 0.3776 1.7106 16.5769
O 4.9314 2.2918 17.9484
O 11.072 -4.0265 12.2729
O 9.2689 8.0072 16.6797
O 4.6392 1.5366 13.8332
O 10.6713 0.8112 14.3894
O 7.3583 1.1847 18.1553
O 6.7816 6.3863 14.124
O 10.8133 -1.9651 10.7915
O 2.5188 4.7765 21.8715
O 1.9427 6.7915 14.2119
O 2.0339 6.5413 16.9259
O 5.9233 8.054 12.3016
O 1.4305 5.7228 19.4894
O 8.9235 4.4095 13.4135
O 4.4197 -2.1323 17.494
O 10.5618 3.3326 15.141
O 3.2173 3.838 19.4752
O 7.938 1.1899 -0.2729
O 10.689 12.0104 11.7411
O 0.7214 0.1374 19.59
O 10.1144 5.9509 15.2173
O -0.0878 5.4604 -0.2905
O 5.7466 -0.3479 20.5325
O 8.1773 10.0025 21.1758
O 2.2674 1.7526 18.1725

Results
free energy: -46461.342 eV
free energy less fixed offsets of O -463.61, Si -117.95 eV per atom: -13.542 eV
pressure: -1.64 GPa
stress xx, yy, zz, yz, xz, xy (GPa, positive in tension): 1.51, 1.7, 1.7, -0.01, 0.02, -0.24

Forces (eV/angstrom), in the order of the atoms: element, x, y, z
Si 0.2964 -0.7767 -0.1355
Si -0.1694 0.5996 -0.3777
Si 0.1594 -0.0803 -0.6448
Si 0.0366 0.2102 -0.117
Si -0.0121 0.0002 -0.0778
Si 0.0596 -0.0169 -0.4308
Si -0.1093 -0.7194 -0.869
Si 0.1927 1.0238 0.1433
Si -0.336 0.2894 0.3332
Si 0.0311 0.056 0.1957
Si 0.076 0.3779 -0.1563
Si 0.0205 0.1054 -0.1025
Si 0.1312 0.0965 0.1667
Si -0.0234 0.0898 0.0614
Si -0.1188 -0.2076 -0.605
Si -0.1695 0.1092 -0.0367
Si -0.1083 -0.0969 0.0266
Si 0.2369 -0.0555 0.1132
Si 0.0859 0.0376 0.1168
Si 0.0202 -0.0541 0.352
Si -0.0384 0.0296 0.1425
Si 0.0658 0.0498 0.0348
Si -0.0819 -0.1625 0.0886
Si -0.07 0.2636 0.0646
Si -0.1458 -0.1936 0.0266
Si -0.0167 0.013 0.2479
Si -0.1945 0.1139 0.2095
Si -0.0761 0.1767 0.1566
Si -0.1534 -0.0633 0.0868
Si 0.0029 -0.0296 0.0582
Si 0.0301 0.009 -0.1256
Si 0.2227 0.2331 0.0981
Si 0.1688 -0.2993 -0.1111
Si -0.0969 0.0352 -0.2028
Si 0.0182 0.1981 0.0331
Si 0.2581 -0.0508 0.0606
Si -0.1879 -0.2072 -0.1707
Si -0.0052 0.1663 -0.2071
Si 0.0751 0.0065 -0.0197
Si -0.0047 -0.0085 0.1007
Si -0.0887 0.0121 -0.2856
Si -0.068 0.0426 -0.1322
Si -0.111 0.0295 -0.0299
Si 0.1369 -0.1067 -0.1244
Si 0.0908 0.0899 -0.1358
Si -0.3334 0.3615 0.1966
Si -0.3948 0.2478 0.3808
Si -0.171 0.0052 0.2613
Si 0.1108 -0.0435 -0.325
Si 0.1272 -0.3114 0.7613
Si 0.0934 0.0472 0.0633
Si 0.2683 0.1628 -0.2047
Si 0.1489 0.3696 0.0332
Si 0.1239 -0.1809 -0.3903
Si -0.209 0.0694 0.1786
Si 0.608 -0.0424 0.2555
Si 0.6182 0.1095 -0.0416
Si -0.0273 -0.0791 0.0455
Si 0.1003 0.0191 0.1404
Si -0.1793 -0.677 0.6256
Si -0.1723 -0.3367 -0.0467
Si -0.0136 -0.3979 0.0279
Si -0.273 0.1307 0.0092
Si -0.5985 0.107 0.7756
Si 0.0575 -0.2182 -0.1253
Si 0.3351 -0.1106 0.1054
Si 0.0407 0.3402 -0.1222
Si -0.1677 -0.0788 0.3314
Si -0.0923 0.2632 0.2952
Si 0.0184 -0.613 -0.4008
Si -0.2671 0.5882 -0.1789
Si 0.1223 -0.0868 -0.1756
Si -0.12 0.0016 0.1621
Si 0.0019 -0.0332 0.2847
Si -0.3348 -1.1266 0.683
Si 0.0404 0.1146 0.1651
Si 0.1718 0.0004 -0.3154
Si -0.0515 -0.0152 -0.1486
Si -0.0882 -0.0504 -0.3651
Si 0.3249 0.613 0.1794
Si 0.1725 0.1061 0.227
Si 0.1755 0.23 -0.6257
Si -0.0042 0.205 0.2528
Si 0.0831 0.0617 0.2477
Si -0.1787 -0.1933 -0.3117
Si 0.085 0.3359 -0.1553
Si -0.2626 -0.0941 -0.3836
Si -0.1636 -0.3846 -0.4106
Si -0.0176 -0.0888 -0.3695
Si -0.0654 0.0802 0.1507
Si -0.1726 -0.099 -0.2271
Si -0.2219 0.1591 0.2931
Si -0.063 0.194 -0.5797
Si -0.2142 -0.8589 0.3027
Si 0.0038 0.153 0.2397
Si 0.1312 0.0985 -0.3014
Si 0.0688 -0.0164 -0.3361
Si -0.1445 0.1817 0.1012
Si -0.122 0.0645 -0.0296
O 0.2965 -0.0958 -0.0715
O 0.6006 -0.2139 -0.285
O -0.2579 0.0048 -0.1244
O -0.0549 -0.1435 -0.0298
O 0.0858 -0.0937 0.7021
O -0.0438 0.6434 -0.623
O 0.3466 0.1914 -0.2295
O -0.1305 0.0963 -0.2067
O 0.0326 -0.2434 -0.4307
O 0.2092 0.4918 -0.2874
O 0.0672 -0.2459 0.0355
O 0.1382 -0.0878 -0.3709
O -0.0837 -0.1331 0.0917
O -0.4218 -0.2449 -0.4068
O -0.1763 -0.2239 0.1123
O 0.1442 -0.3196 0.0034
O -0.0398 0.0418 0.2638
O -0.0663 -0.3188 0.0757
O -0.0074 -0.2724 0.2855
O 0.2479 0.0253 -0.2158
O -0.1409 -0.0833 0.2389
O -0.3635 0.3019 0.3144
O -0.0674 -0.0064 0.021
O 0.2033 0.1487 0.1642
O -0.0646 -0.2938 0.4772
O 0.0462 0.2822 0.6769
O -0.1626 -0.2133 -0.0919
O 0.2463 -0.3906 0.0202
O -0.0104 -0.152 0.0303
O 0.144 -0.2808 0.0451
O 0.1047 -0.02 0.0014
O -0.1066 0.1162 0.2209
O -0.0655 0.3541 -0.2533
O 0.2195 -0.0004 0.0036
O 0.0115 0.2743 -0.0916
O 0.0543 0.1031 -0.1915
O 0.1399 -0.099 0.2613
O -0.1515 -0.1462 -0.3421
O -0.5273 0.2187 -0.2057
O 0.3981 -0.3813 0.0195
O -0.1496 0.0529 0.4162
O -0.0688 -0.1264 -0.0484
O 0.1911 -0.0594 0.0778
O 0.0946 0.2746 -0.0932
O -0.1082 -0.1716 0.1159
O -0.2454 0.072 0.0752
O -0.0924 -0.0579 -0.2011
O -0.0736 0.118 -0.2654
O 0.1936 0.2638 0.2489
O -0.2214 0.1678 0.1303
O 0.183 0.3452 0.2221
O -0.2901 0.029 0.0282
O 0.0852 -0.0613 0.083
O 0.4708 0.0329 -0.0065
O -0.1184 -0.0237 -0.1008
O -0.056 0.1109 -0.1711
O -0.1244 0.0361 -0.2916
O 0.2202 0.0573 0.258
O 0.2038 -0.2664 0.2866
O 0.1173 -0.0406 -0.2001
O -0.1606 0.0174 -0.0074
O 0.1841 -0.4278 0.1462
O 0.3471 -0.1657 0.1468
O 0.29 0.2409 0.0096
O 0.0157 -0.16 -0.1665
O -0.2142 0.0067 0.0005
O 0.2219 0.2052 0.2093
O -0.0885 0.374 -0.1219
O 0.0365 -0.2695 -0.4348
O -0.0262 0.3522 0.0351
O -0.0332 -0.0738 -0.0035
O -0.1653 0.1097 0.3409
O 0.0667 0.1148 0.2884
O -0.1627 -0.1429 0.1376
O -0.2516 -0.1496 0.2247
